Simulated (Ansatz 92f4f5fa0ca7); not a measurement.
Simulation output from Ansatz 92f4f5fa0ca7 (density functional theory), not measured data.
Periodic cell of 222 atoms, Si131O89B2, from a study of silicon, its oxide and their interface. The atomic structure is a simulated model.
Doubt: the cutoff is far below the 930 eV that the study's wrapper takes by default for these files, so forces and energies are approximate.

Settings: functional PBE; potential files Ansatz PAW; basis plane waves; wave-function cutoff 580 eV; density cutoff ratio 5; exchange-correlation grid ratio 1; k mesh 1 x 1 x 1, Gamma-centred; self-consistency stop 5e-08 eV per atom in the density residual; occupations fixed; spin none; net charge 0.

Cell vectors (angstrom)
a, 10.938, 0, 0
b, 0, 10.938, 0
c, 0, 0, 32.1988

Atoms and the computed forces on them: element, x, y, z (angstrom), force x, y, z (eV/angstrom)
Si, 10.6047, 0.1683, 24.7385, 0.0856, -0.172, 0.2379
Si, 5.6772, 10.6061, 24.7742, 0.1724, 0.1503, -0.0318
Si, 2.4963, 2.9421, 24.6402, 0.008, -0.0015, 0.0763
Si, 8.4616, 2.4604, 24.8071, -0.023, 0.0408, -0.0763
Si, 0.4148, 5.3299, 24.7202, -0.1914, -0.2008, -0.0019
Si, 5.151, 5.7523, 24.7542, -0.0047, -0.0145, 0.0644
B, 3.2383, 7.7238, 25.2294, 0.4765, -0.5468, -0.7557
Si, 7.9576, 8.4348, 24.7661, -0.0206, -0.0508, -0.007
Si, 1.3509, 1.3328, 25.9594, -0.0453, 0.0299, -0.041
Si, 6.8589, 1.2793, 26.0933, -0.0226, -0.0694, 0.0504
Si, 4.064, 4.0776, 26.0245, -0.0375, 0.1298, -0.0155
Si, 9.6751, 4.1161, 25.9994, 0.1183, 0.0142, 0.0192
Si, 1.5837, 6.893, 26.0456, -0.4258, -0.0286, 0.0444
Si, 6.8162, 6.8281, 26.0522, -0.1319, 0.0656, -0.0509
Si, 4.0465, 9.3956, 26.0136, 0.1423, 0.5314, -0.0025
Si, 9.5171, 9.5653, 26.1323, -0.0097, 0.0993, 0.0041
Si, 2.7289, -0.0564, 27.3319, 0.0701, 0.1096, -0.1387
Si, 8.1938, -0.0257, 27.5299, -0.0207, -0.0328, 0.1483
Si, 0.036, 2.7093, 27.4137, 0.0188, 0.0417, 0.0305
Si, 5.4762, 2.7164, 27.3613, 0.0156, -0.02, 0.0326
Si, 2.7645, 5.4421, 27.4719, 0.093, -0.1746, 0.2072
Si, 8.2353, 5.4455, 27.3492, 0.0115, -0.0325, 0.0013
Si, 0.0675, 8.1906, 27.3644, -0.1256, -0.1098, -0.0262
Si, 5.4703, 8.1781, 27.4682, 0.1377, -0.1158, 0.1722
Si, 4.0906, 1.3376, 28.7134, 0.0261, 0.0189, 0.1017
Si, 9.6, 1.368, 28.8165, -0.0674, 0.0026, -0.1217
Si, 1.3767, 4.0819, 28.8072, -0.0156, -0.0845, -0.0592
Si, 6.8553, 4.0878, 28.7329, -0.0061, -0.0015, 0.0668
Si, 4.1216, 6.8082, 28.8357, 0.0089, -0.0099, -0.1045
Si, 9.6019, 6.8215, 28.7247, 0.0058, 0.0266, 0.0766
Si, 1.3839, 9.5657, 28.7504, -0.0714, 0.0193, 0.169
Si, 6.8144, 9.5429, 28.8564, 0.0986, 0.0467, -0.1152
Si, 0.019, -0.0155, 30.1494, 0.0391, -0.0079, 0.0103
Si, 5.4521, 0.0041, 30.1492, -0.026, 0.0658, 0.0527
Si, 2.7533, 2.7085, 30.1411, 0.0182, 0.0213, -0.0469
Si, 8.2094, 2.7343, 30.1423, -0.016, -0.0046, 0.0257
Si, 0.0053, 5.4604, 30.1398, -0.0474, 0.0064, 0.0377
Si, 5.4986, 5.4426, 30.1505, 0.0378, -0.0269, 0.0402
Si, 2.7365, 8.1986, 30.1454, -0.0039, 0.0253, 0.0392
Si, 8.2318, 8.1745, 30.1473, -0.0032, -0.0509, -0.0386
Si, 1.3673, 1.3673, 31.515, 0.0927, -0.0699, 0.0184
Si, 6.8362, 1.3673, 31.515, -0.0273, 0.0791, -0.1108
Si, 4.1018, 4.1018, 31.515, 0.0923, -0.1591, -0.0452
Si, 9.5708, 4.1018, 31.515, -0.0549, 0.0819, -0.0455
Si, 1.3673, 6.8362, 31.515, -0.0515, 0.0224, -0.0973
Si, 6.8362, 6.8362, 31.515, 0.1693, -0.1151, 0.0307
Si, 4.1018, 9.5708, 31.515, -0.1299, 0.0155, 0.0071
Si, 9.5708, 9.5708, 31.515, 0.0637, -0.0534, -0.017
Si, 2.7345, 0, 0.6835, 0.0449, -0.0374, 0.1732
Si, 8.2035, 0, 0.6835, -0.0675, 0.0471, -0.1149
Si, 0, 2.7345, 0.6835, -0.0436, -0.0001, 0.0757
Si, 5.469, 2.7345, 0.6835, 0.1012, -0.0406, 0.0579
Si, 2.7345, 5.469, 0.6835, -0.0248, 0.1758, -0.1625
Si, 8.2035, 5.469, 0.6835, 0.0778, -0.0812, 0.1572
Si, 0, 8.2035, 0.6835, 0.0949, -0.1106, 0.0138
Si, 5.469, 8.2035, 0.6835, -0.0134, 0.0525, 0.0541
Si, 4.1264, 1.3572, 2.0603, 0.0336, -0.0295, -0.0372
Si, 9.5674, 1.3526, 2.0529, 0.0136, 0.0004, 0.0109
Si, 1.3738, 4.1197, 2.0352, -0.0571, 0.0052, -0.0164
Si, 6.8507, 4.0835, 2.0626, 0.0157, -0.035, -0.018
Si, 4.1085, 6.8236, 2.0534, 0.0126, 0.0049, 0.0222
Si, 9.5824, 6.8334, 2.0559, 0.003, -0.021, -0.0384
Si, 1.384, 9.5456, 2.0552, 0.054, -0.035, -0.0289
Si, 6.832, 9.5897, 2.0486, -0.037, 0.0166, 0.0048
Si, -0.0091, -0.0454, 3.3858, 0.0747, 0.1115, 0.0842
Si, 5.4975, 0.0076, 3.4797, -0.0688, -0.0048, -0.1028
Si, 2.7809, 2.7889, 3.357, -0.0625, -0.1459, 0.1401
Si, 8.1888, 2.6849, 3.4556, 0.0558, 0.1103, -0.0736
Si, 0.0275, 5.4752, 3.4359, -0.0505, -0.0016, -0.027
Si, 5.4817, 5.4573, 3.4102, 0.038, 0.0269, 0.0336
Si, 2.7767, 8.2016, 3.4532, -0.0701, 0.0091, -0.0791
Si, 8.2064, 8.2261, 3.3755, 0.0197, -0.0671, 0.0998
Si, 1.3964, 1.3859, 4.6364, -0.0107, 0.0156, -0.1093
Si, 6.8477, 1.3447, 4.9071, 0.005, -0.0148, 0.0813
Si, 4.1568, 4.078, 4.8073, 0.0085, 0.0395, -0.0376
Si, 9.5785, 4.079, 4.7616, -0.0021, -0.0223, 0.0178
Si, 1.4169, 6.8268, 4.8187, 0.0276, 0.0146, 0.0304
Si, 6.8295, 6.8809, 4.7336, -0.0047, 0.0169, -0.0543
Si, 4.1385, 9.5719, 4.846, 0.0246, 0.0165, 0.0711
Si, 9.5581, 9.5454, 4.7925, -0.0269, -0.0141, -0.0434
Si, 2.7482, 0.104, 6.0655, 0.0011, 0.0363, -0.045
Si, 8.2106, -0.0644, 6.2639, -0.0057, -0.013, 0.0237
Si, 0.0309, 2.6695, 6.0472, 0.0099, -0.02, -0.029
Si, 5.4767, 2.7198, 6.2914, -0.0172, -0.0119, 0.0121
Si, 2.8188, 5.4734, 6.1793, -0.0012, 0.0077, 0.0226
Si, 8.1786, 5.4755, 6.0469, -0.0023, 0.0029, -0.0361
Si, 0.016, 8.1834, 6.1535, -0.0115, -0.0129, 0.0058
Si, 5.5311, 8.2167, 6.2345, 0.0035, -0.0065, -0.0276
Si, 3.8347, 1.5714, 7.6058, 0.0017, -0.0253, -0.0022
Si, 9.8424, 1.1324, 7.4543, -0.0066, 0.0414, 0.0037
Si, 1.6336, 3.7983, 7.3125, -0.0471, 0.0022, -0.0135
Si, 6.6505, 4.4097, 7.4769, 0.0166, 0.0336, 0.0279
Si, 4.4091, 6.628, 7.548, 0.003, 0.0087, -0.0065
Si, 9.3699, 6.9482, 7.4077, -0.0134, -0.0039, 0.0004
Si, 1.1423, 9.913, 7.296, 0.0097, 0.0078, 0.0134
Si, 7.1616, 9.2245, 7.6661, -0.023, -0.0068, -0.0032
O, 8.3175, 8.0897, 7.9193, 0.0041, 0.0065, -0.002
O, 2.719, 2.7377, 7.9605, 0.0259, -0.0188, -0.0063
O, 9.5306, 1.3231, 24.2098, -0.0621, 0.0911, -0.1747
O, 4.0064, 6.9452, 24.3498, -0.1067, 0.0824, 0.7856
O, 0.0324, 0.0203, 7.9647, 0.0004, -0.0135, -0.0133
O, 5.5299, 5.5056, 8.0353, -0.002, -0.018, -0.011
O, 6.8192, 9.5251, 24.2386, 0.0684, 0.0054, -0.081
O, 1.4167, 4.1192, 24.1743, 0.0346, 0.0012, -0.1142
O, 3.8662, 7.3815, 8.9375, -0.0112, 0.0028, 0.0112
O, 0.809, 4.3719, 8.6004, 0.0033, 0.0075, 0.0156
O, 9.8155, 6.1747, 8.803, 0.0056, 0.0003, 0.0079
O, 2.1195, 9.3766, 8.4995, -0.0163, 0.0124, -0.0091
O, 7.5059, 3.918, 8.801, -0.0068, -0.0039, -0.0093
O, 4.2603, 0.9207, 9.0745, 0.0039, 0.0074, 0.017
O, 6.7142, 9.5465, 9.2178, 0.0054, -0.0024, 0.0212
O, 9.2045, 1.8478, 8.7978, -0.0118, 0.0043, 0.0199
O, 7.6959, 3.2196, 23.5643, -0.0241, 0.0307, -0.0864
O, 10.7726, 6.1441, 23.4096, 0.0723, -0.0266, 0.0148
O, 5.0672, 0.4357, 23.4538, -0.0551, -0.0212, -0.0706
O, 5.7611, 5.1138, 23.3657, 0.0213, -0.0323, -0.0992
O, 3.1373, 2.2649, 23.2728, 0.0456, -0.0356, -0.109
O, 8.6538, 7.7787, 23.4225, 0.0391, -0.0033, -0.0842
O, 0.1732, 10.1125, 23.5246, -0.0204, 0.139, 0.15
Si, 4.4119, 1.5803, 22.4947, -0.0209, -0.0373, 0.1173
Si, 3.4811, 7.9363, 14.0269, -0.0163, -0.0076, -0.0419
Si, 7.0978, 0.9713, 14.6769, -0.022, -0.0012, -0.0522
B, 0.2593, 9.6714, 22.2279, -0.0935, 0.0936, -0.027
Si, 1.1738, 4.3038, 11.8855, -0.0075, 0.0064, -0.0293
Si, 6.2516, 8.9706, 15.3256, 0.0013, -0.0107, -0.0668
Si, 0.6602, 1.3646, 12.3059, -0.0041, -0.0025, -0.0423
Si, 8.6196, 5.0312, 20.5499, -0.0221, 0.0009, -0.036
Si, 0.327, 5.7089, 9.3637, -0.0056, -0.0057, -0.0242
Si, 5.0492, 3.1119, 17.9581, 0.0046, 0.0369, -0.0516
Si, 0.8513, 3.7703, 16.7366, -0.0032, 0.0244, -0.0811
Si, 10.3513, 2.9269, 19.2073, -0.024, 0.0396, -0.0585
Si, 5.2745, 1.1758, 10.3517, -0.0047, -0.0009, -0.0259
Si, 0.7625, 0.2543, 19.8315, 0.0095, -0.0373, 0.0852
Si, 6.6341, 9.4497, 10.8565, -0.0004, 0.0086, -0.0333
Si, 9.2738, 9.7021, 18.2798, -0.0102, -0.0572, -0.0437
Si, 9.383, 9.2365, 12.5481, -0.0069, -0.0064, -0.0393
Si, 6.553, 3.8908, 22.6163, 0.0286, -0.0098, 0.0947
Si, 2.446, 8.0646, 9.3823, 0.0046, -0.0115, -0.0196
Si, 10.5688, 7.3902, 17.083, -0.0086, -0.0092, -0.0475
Si, 2.4858, 6.3101, 16.5828, -0.0033, 0.0102, -0.0425
Si, 10.1565, 4.4967, 14.1785, 0.0003, 0.0046, -0.0478
Si, 6.0802, 9.186, 18.5191, 0.0017, -0.0233, -0.0533
Si, 7.9615, 2.5622, 9.575, 0.0112, -0.0089, -0.0339
Si, 8.861, 2.142, 12.451, 0.0018, 0.0093, -0.0323
Si, 5.3035, 6.249, 18.0866, -0.0303, -0.012, -0.0367
Si, 3.8697, 0.5518, 19.5101, 0.056, 0.0444, 0.0537
Si, 4.2681, 3.8295, 12.0589, -0.0003, 0.0013, -0.0375
Si, 5.5291, 6.5974, 12.1447, 0.0014, 0.0059, -0.0253
Si, 7.9633, 2.5383, 17.229, -0.0141, 0.0094, -0.0571
Si, 4.3268, 2.4684, 14.9764, -0.0025, 0.0121, -0.0527
Si, 1.5048, 1.2196, 15.275, -0.0122, 0.0129, -0.0667
Si, 1.5613, 9.4093, 12.0395, -0.0051, -0.0007, -0.0231
Si, 8.0353, 6.8591, 13.8727, -0.0046, -0.0104, -0.0437
Si, 10.3435, 9.8354, 15.4697, 0.0079, -0.0118, -0.0731
Si, 9.8765, 7.1761, 22.5232, -0.054, 0.0122, 0.0442
Si, 8.0808, 5.5274, 17.445, 0.0154, 0.017, -0.0563
O, 6.0375, 7.9502, 11.2915, -0.0067, -0.0046, 0.0079
O, 5.9595, 9.1912, 16.9, -0.0079, 0.0092, 0.0411
O, 7.6639, 1.3655, 13.2044, -0.016, -0.0018, 0.0224
O, 0.8667, 1.7458, 13.877, 0.0056, 0.0003, 0.0416
O, 9.4056, 6.276, 16.8941, -0.0185, 0.0041, 0.0199
O, 6.7398, 6.2076, 13.1546, 0.0015, 0.0074, 0.0159
O, 5.0981, 4.6563, 18.6156, -0.0059, -0.0165, 0.0097
O, 9.1793, 2.2098, 18.2815, 0.0114, -0.001, 0.014
O, 2.2986, 0.0736, 19.2078, -0.0115, -0.0078, -0.0218
O, 9.3162, 10.2111, 16.7053, -0.0133, 0.029, 0.0493
O, 2.7819, 4.4283, 11.7126, -0.0035, -0.002, 0.0088
O, 4.9991, 10.315, 19.1108, 0.0032, 0.0098, -0.0023
O, 9.4057, 3.251, 13.4797, -0.0058, 0.0071, 0.0089
O, 0.427, 1.854, 19.8926, -0.0135, 0.0398, 0.0204
O, 3.1206, 1.3492, 15.0749, -0.011, -0.0017, 0.0164
O, 8.1434, 5.4649, 19.0638, -0.0108, -0.008, 0.0377
O, 3.8605, 6.5998, 17.4086, 0.0103, 0.0048, 0.0156
O, 4.5287, 3.2673, 16.3995, -0.0029, 0.0066, 0.0437
O, 9.049, 5.6758, 14.3142, 0.001, 0.0008, 0.0064
O, 5.499, 2.7457, 22.1457, -0.0102, 0.0001, -0.0215
O, 10.6338, 4.1436, 15.6763, 0.0089, -0.0091, 0.0254
O, 0.2851, 3.9445, 18.2557, -0.015, -0.0153, 0.0456
O, 10.3509, 10.6086, 19.1047, -0.0269, 0.0281, 0.0329
O, 9.639, 10.0231, 13.9977, 0.0007, 0.0046, 0.0397
O, 10.7741, 8.4024, 21.8906, 0.0131, -0.045, 0.0416
O, 1.1719, 2.1849, 16.5419, -0.0093, -0.0057, 0.0333
O, 9.6973, 3.8089, 20.4161, 0.0103, -0.0148, 0.0223
O, 8.0825, 4.0743, 16.721, -0.0099, -0.0018, 0.0273
O, -0.0483, 9.0861, 11.8859, -0.0076, 0.006, 0.0063
O, 6.5351, 2.4116, 18.012, -0.0141, -0.0097, 0.0249
O, 5.575, 10.708, 11.1945, -0.0053, 0.0031, 0.0107
O, 7.6949, 9.6013, 18.8253, 0.0012, 0.0172, 0.0238
O, 10.0123, 1.0243, 12.0603, -0.0055, 0.0036, 0.0086
O, 1.3199, 6.95, 9.0738, -0.0028, 0.0055, 0.0011
O, 0.6132, 4.7659, 13.3527, -0.0093, 0.0042, 0.0172
O, 5.6581, 7.6278, 19.0058, 0.0001, 0.0289, 0.0216
O, 5.2307, 5.0761, 11.5343, -0.0058, 0.0017, 0.0084
O, 2.7082, 7.0064, 15.1265, -0.0098, -0.0049, 0.026
O, 0.9049, 2.7385, 11.4754, -0.0038, -0.0007, 0.0066
O, 0.812, 10.7004, 15.5738, 0.001, 0.0066, 0.0242
O, 2.4101, 8.5884, 10.9148, -0.0061, 0.012, 0.0125
O, 4.6951, 2.4231, 11.2804, -0.0062, 0.0093, 0.0098
O, 4.2268, 3.4983, 13.6885, -0.0061, -0.0117, 0.0301
O, 2.167, 4.705, 16.4673, -0.0091, -0.0114, 0.0145
O, 10.6886, 8.2543, 15.6917, -0.0071, 0.0019, 0.0201
O, 6.9268, 10.3023, 14.7004, -0.0038, 0.0021, 0.0206
O, 2.3275, 8.9547, 13.4254, 0.0028, 0.0011, 0.0174
O, 8.0029, 1.5686, 15.9106, 0.0071, 0.0152, 0.0341
O, 4.1086, 6.9908, 12.8547, -0.0097, 0.0106, 0.0165
O, 4.1195, 1.9997, 18.7436, -0.0194, -0.0253, 0.0138
O, 7.2872, 4.5173, 21.3215, 0.0142, 0.019, -0.0508
O, 8.3926, 2.9186, 11.1009, 0.0062, -0.0021, 0.0246
O, 1.1583, 6.887, 17.3668, -0.016, 0.0043, 0.005
O, 5.6225, 1.5663, 14.7631, 0.0011, -0.002, 0.0159
O, 8.1245, 9.7489, 11.5684, 0.0058, 0.0017, 0.0171
O, 9.2637, 6.3269, 21.2831, -0.001, -0.0013, -0.0373
O, 8.9395, 7.7119, 12.8472, -0.0055, 0.0017, 0.0124
O, 1.6339, 0.1169, 11.8879, -0.0056, 0.0069, 0.0069
O, 6.6133, 6.1801, 17.0885, -0.0046, 0.0019, 0.0178
O, 7.3898, 7.8124, 15.0481, -0.0173, 0.0185, 0.0238
O, 0.8155, 10.5175, 21.3117, 0.0321, 0.0033, -0.101
O, 10.0068, 8.2421, 18.3482, -0.018, 0.0379, 0.0262
O, 3.9634, 0.8461, 21.119, -0.0253, -0.0192, -0.0933
O, 0.3322, 5.3256, 10.9307, -0.0002, -0.0023, 0.0185
O, 6.6897, 1.5616, 9.6366, -0.0098, -0.0008, 0.0038
O, 4.7771, 8.7154, 14.6563, 0.012, 0.0164, 0.0196

Results
free energy: -134206.264 eV
free energy less fixed offsets of B -154.04, O -568.88, Si -635.61 eV per atom: -2.954 eV

The program warned: the cutoff lies below the one the program advises for these potential files; the exchange-correlation potential is rough where the density is thin.
